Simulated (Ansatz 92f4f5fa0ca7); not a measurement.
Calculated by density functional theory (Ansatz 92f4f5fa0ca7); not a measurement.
Periodic cell of 216 atoms, Si120O64H32, with a vacuum gap, from a study of silicon, its oxide and their interface. The atomic structure is a simulated model.

Settings: functional r2SCAN; potential files Ansatz PAW; basis plane waves; wave-function cutoff 800 eV; density cutoff ratio 5; exchange-correlation grid ratio 1; k mesh 1 x 1 x 1, shifted by 0.5 0.5 0 of a step; self-consistency stop 1e-11 eV per atom in the density residual; occupations fixed; spin none; net charge 0; applied field sawtooth along c, amplitude -0.015 V/angstrom in the program's sign convention, ramp centred at 0.9876 of c and 0.0249 of c wide, no dipole correction.

Cell vectors (angstrom)
a  10.888  0  0
b  0  10.888  0
c  0  0  40.1891

Atoms and the computed forces on them: element, x, y, z (angstrom), force x, y, z (eV/angstrom)
Si  -0.019  1.1121  27.3999  0.0093  0.0095  0.0043
Si  3.435  0.045  24.5163  -0.0035  0.0083  -0.0303
Si  -0.5689  6.0649  26.6283  0.0094  -0.0058  -0.0005
Si  3.3673  8.0499  25.627  -0.0075  -0.0032  -0.0225
Si  6.0242  -0.1448  26.1714  0.0061  0.0086  -0.009
Si  7.8092  3.0505  26.5262  0.0077  -0.0075  0.0104
Si  5.7336  4.3779  26.1515  -0.0152  0.0071  -0.008
Si  8.9665  7.995  26.0599  0.0017  0.0042  0.0043
Si  2.2629  1.2633  27.0124  0.0008  -0.0011  -0.0104
Si  4.0712  3.814  27.8619  0.0069  -0.0007  -0.0072
Si  1.3107  6.9133  27.7322  -0.0253  -0.0059  -0.0136
Si  5.1989  8.6818  26.9959  0.0009  0.0045  0.004
Si  6.7973  1.3767  27.8422  -0.0078  0.0094  -0.0117
Si  9.2479  4.3493  27.8784  0.0102  -0.0058  -0.0234
Si  6.927  7.1707  26.9511  0.0081  -0.0046  -0.0147
Si  9.7572  9.7553  27.7473  -0.0009  -0.0042  0.0025
Si  -0.3054  2.7848  29.0916  -0.0278  0.0022  -0.0032
Si  3.2408  -0.3901  29.4601  -0.0096  0.0277  -0.0186
Si  0.0733  8.2877  29.1878  -0.0014  0.0025  -0.0023
Si  2.7302  5.454  29.0002  -0.0005  0.0013  0.0072
Si  5.4594  2.6432  29.3161  -0.0011  0.0024  0.0005
Si  8.144  -0.0433  29.134  0.0101  0.0151  0.0143
Si  4.8484  8.7445  29.3269  0.0019  -0.0013  0.0058
Si  8.0728  5.6198  29.3668  0.0209  -0.0142  -0.0172
Si  1.3314  4.0435  30.3525  0.0036  -0.0197  0.029
Si  4.1536  1.3355  30.7248  0.0249  -0.0072  0.0261
Si  1.3927  9.5862  30.5921  -0.0142  -0.0146  0.0282
Si  3.9957  6.8496  30.4641  0.0007  -0.0201  0.044
Si  6.767  4.1224  30.614  -0.0391  -0.0081  0.0258
Si  9.3951  1.3895  30.5597  0.0323  -0.0079  0.0155
Si  6.7299  9.5578  30.5131  0.0252  0.0361  0.0462
Si  9.5802  6.9069  30.5737  -0.0208  -0.0027  0.0136
Si  -0.0186  0.077  31.8763  -0.0434  -0.0063  0.1569
Si  2.6796  2.7535  31.8479  -0.0113  0.0642  0.1872
Si  0.032  5.4176  31.8256  -0.0313  0.0269  0.1833
Si  2.6784  8.1487  31.9427  -0.0071  -0.0046  0.1769
Si  5.5199  0.0015  32.0387  -0.0377  0.0015  0.2049
Si  8.111  2.7366  31.9677  -0.0025  0.0513  0.1923
Si  5.3879  5.5147  31.872  -0.0077  -0.0054  0.1514
Si  8.1336  8.21  31.8725  0.0602  -0.0274  0.1782
Si  1.3706  1.3898  33.2455  -0.2032  0.0825  0.2792
Si  4.0498  4.1159  33.2138  -0.1794  0.1872  0.1283
Si  1.3393  6.7755  33.2643  0.0006  -0.0128  0.3092
Si  4.0934  9.4983  33.2909  0.1015  -0.0951  0.3131
Si  6.8204  1.3774  33.3726  -0.0712  0.1006  0.67
Si  9.5707  4.0647  33.233  -0.1302  0.1154  0.1746
Si  6.8331  6.7981  33.2331  -0.2065  0.1362  0.2186
Si  9.4969  9.5754  33.2199  -0.0013  0.1133  0.1722
Si  0.024  2.7022  6.9485  0.1128  -0.1673  -0.2032
Si  2.7351  0.0322  6.9372  -0.0661  0.0315  -0.1256
Si  -0.0412  8.1777  6.8799  0.167  0.026  -0.2869
Si  2.7161  5.4283  6.9306  0.0965  -0.0542  -0.3977
Si  5.417  2.7563  6.9321  0.3345  -0.2212  -0.3212
Si  8.2008  0.0054  6.9882  -0.1253  -0.0717  -0.3472
Si  5.4744  8.129  6.9187  0.0359  -0.0171  -0.489
Si  8.2194  5.4232  6.9048  0.1232  -0.1739  -0.195
Si  1.3851  4.058  8.2993  0.0014  -0.0159  -0.1755
Si  4.0999  1.4036  8.3307  0.0277  -0.0656  -0.1998
Si  1.3214  9.5472  8.2325  0.0043  0.0099  -0.1812
Si  4.1324  6.7493  8.255  -0.0223  0.0314  -0.1812
Si  6.8677  4.0426  8.2586  0.0553  -0.063  -0.1788
Si  9.5948  1.3226  8.3421  -0.0114  0.0417  -0.1749
Si  6.82  9.4901  8.2762  0.0033  0.032  -0.1718
Si  9.5842  6.7748  8.2834  0.0335  -0.0709  -0.1973
Si  0.0208  -0.0555  9.7466  0.0059  -0.0188  -0.0439
Si  2.7388  2.769  9.7149  0.0147  0.0208  -0.0298
Si  0.1168  5.451  9.6825  -0.0133  0.0079  -0.0205
Si  2.7284  8.1719  9.4733  -0.0085  -0.0099  -0.0029
Si  5.4957  -0.0026  9.6265  -0.0136  -0.0169  -0.0094
Si  8.262  2.7181  9.6559  -0.0135  0.023  -0.0202
Si  5.5144  5.3747  9.6054  -0.0016  0.0026  -0.0205
Si  8.1747  8.0977  9.5975  -0.0063  0.0295  -0.0275
Si  1.4131  1.3626  11.0623  0.0035  0.0002  -0.0051
Si  4.1635  4.1174  11.0795  0.0032  0.0107  -0.0076
Si  1.6079  6.7955  10.9894  0.0127  0.013  -0.0013
Si  4.0307  9.4898  10.8539  -0.0085  -0.0112  -0.0102
Si  6.9534  1.2754  10.9761  0.0025  0.0014  -0.0085
Si  9.604  4.122  11.0243  -0.0018  -0.0105  0.0003
Si  6.8167  6.7631  10.9592  0.0016  -0.0148  -0.0023
Si  9.5276  9.3257  11.0304  -0.0005  -0.002  -0.0031
Si  0.0905  2.7863  12.3964  -0.016  0.004  0.0069
Si  2.7155  -0.1083  12.3569  -0.0015  -0.0067  0.0136
Si  0.1563  8.0149  12.3117  0.0042  0.0018  0.0071
Si  3.4541  6.0506  12.367  -0.0022  0.0035  0.0113
Si  5.4459  2.5234  12.2605  0.01  -0.0082  0.0113
Si  8.0221  -0.349  12.3827  0.0017  0.0129  0.0068
Si  5.1265  7.8668  12.1511  0.0008  0.0084  0.0036
Si  8.1136  5.3706  12.3446  0.0046  -0.0077  0.0041
Si  1.6239  3.9548  14.8682  0.0012  0.0045  -0.0221
Si  4.6095  0.6724  13.4542  -0.0102  0.0138  -0.0157
Si  1.1814  9.5477  13.6688  0.0025  0.0093  -0.0096
Si  2.8638  5.9366  14.6852  -0.0078  -0.0017  -0.0171
Si  6.7859  3.8965  13.5325  -0.0011  -0.0049  -0.0202
Si  9.5262  0.4858  13.9992  0.0043  -0.0018  -0.0132
Si  6.0713  9.644  13.4744  0.0021  -0.0245  -0.0163
Si  9.1418  6.4495  14.1737  0.0041  0.0011  -0.0265
Si  22.5703  -2.7538  18.0133  -0.0011  0.0059  -0.044
Si  30.3664  22.1097  24.4386  -0.0004  0.0005  -0.03
Si  -18.3033  34.3538  16.082  -0.0024  0.0033  -0.0392
Si  -25.415  -24.4335  15.814  -0.0066  0.0014  -0.0364
Si  9.7483  12.8952  25.5274  -0.0012  0.0063  -0.0104
Si  39.3965  25.3676  20.2158  0.0001  0.0012  -0.0375
Si  -21.9486  -15.4908  21.9007  0.001  -0.0005  -0.038
Si  2.3531  17.7191  20.2582  -0.0002  0.0065  -0.04
Si  -5.1076  35.6169  17.495  -0.0032  0.0028  -0.0328
Si  3.0145  9.8737  17.4563  -0.0059  0.004  -0.0441
Si  22.236  -6.487  24.2065  0.0005  0.0072  -0.0204
Si  12.8907  40.7355  15.3443  0.0002  -0.0063  -0.0293
Si  -1.8491  -5.3695  19.2471  0.0016  -0.0025  -0.0461
Si  -18.2817  -27.5436  24.2237  -0.0011  -0.005  -0.0233
Si  -16.1675  -16.2214  15.9474  -0.006  -0.0002  -0.0279
Si  -13.678  23.9733  15.8259  0.0025  -0.0023  -0.0306
Si  39.8617  -1.5581  21.134  -0.0012  -0.0016  -0.0371
Si  -1.9575  19.3208  23.5438  -0.0052  -0.001  -0.0407
Si  4.1917  20.3578  20.128  -0.0061  -0.0038  -0.0368
Si  -6.9962  -9.6418  21.74  0.0022  -0.0015  -0.041
Si  7.029  12.2109  22.0411  -0.0041  0.0054  -0.038
Si  30.3553  8.2703  18.5015  0.0004  -0.0013  -0.0422
Si  -0.9066  4.4724  16.5755  0.0044  -0.006  -0.0359
Si  -6.9446  -28.2935  21.2245  0.0024  0.0033  -0.0304
O  6.4043  5.8693  26.0971  0.0014  -0.002  0.0024
O  4.9565  11.2404  25.0213  0.009  -0.0026  0.0191
O  -14.2979  2.6605  21.2906  0.0005  -0.0086  0.0245
O  5.4365  23.1187  22.1561  -0.0008  -0.0023  0.0157
O  -15.0089  1.9555  16.6954  -0.0082  0.0032  0.0162
O  0.562  14.9609  16.0796  -0.011  0.0003  0.0009
O  -32.5786  48.442  22.7029  0.0019  -0.0077  0.023
O  14.5551  0.0419  20.6626  -0.0002  0.0132  0.013
O  18.3995  0.0121  21.2694  0.0014  0.0007  0.0179
O  -5.3572  -17.3271  20.88  -0.0058  0.0035  0.0099
O  3.132  5.3835  20.2207  0.0018  -0.0034  0.0175
O  18.9581  -23.7205  19.8517  -0.0107  0.0001  0.0296
O  3.4649  2.7743  21.2576  0.0011  -0.0036  0.0134
O  12.4267  -3.9195  18.8593  0.0094  -0.0079  0.0298
O  -10.9472  21.338  14.308  -0.004  0.0035  0.0008
O  -10.089  18.6366  16.433  -0.0065  0.0035  0.0248
O  5.626  -1.7564  20.8025  0.0097  0.0028  0.0178
O  -20.1446  -1.3828  18.2199  -0.0018  -0.0003  0.0186
O  7.7248  12.1958  23.4768  0.0108  -0.0045  0.0246
O  1.2749  -4.0322  21.4677  -0.0086  -0.0021  0.0211
O  14.0316  0.7014  23.0702  -0.0017  -0.0062  0.0224
O  51.4838  26.2015  19.5861  -0.0057  -0.0048  0.0116
O  20.8794  7.4264  22.8174  -0.0116  0.0118  0.0251
O  -15.7994  26.7061  14.5047  0.0011  0.0045  0.014
O  2.794  0.4905  16.9138  0.0004  -0.0104  0.0146
O  13.9325  0.1381  27.9017  0.0094  -0.0076  0.0088
O  -8.8253  4.3947  24.495  0.0021  0.0018  0.0053
O  14.0503  -34.2366  24.5935  0.0051  -0.0056  0.0137
O  18.3614  21.3753  25.4055  -0.0124  -0.0036  0.0129
O  17.2591  9.3657  15.0748  0.0102  -0.004  0.0185
O  20.957  26.8256  18.0851  -0.0065  0.0043  0.0242
O  9.3588  16.3945  15.4854  0.0039  -0.007  0.0145
O  4.5139  1.0323  15.0493  -0.0059  0.005  0.0184
O  -1.058  5.9557  20.5859  0.011  0.0042  0.0288
O  15.1294  -12.104  18.5044  0.0071  0.0012  0.0259
O  10.538  -14.8251  13.5084  -0.0114  -0.0127  0.0102
O  -12.3905  -0.873  23.6593  -0.0003  0.0013  0.0156
O  -0.8138  23.6707  13.4083  -0.0015  -0.0081  -0.0019
O  10.1822  19.2946  18.4889  -0.0094  -0.0001  0.018
O  -2.5204  7.7732  14.7239  -0.0052  0.0018  0.0152
O  13.8578  24.4985  27.2302  0.0001  0.0051  0.0162
O  -15.7499  -8.1841  19.0631  0.0048  0.002  0.0346
O  3.5061  -4.2374  24.7852  0.002  0.0127  0.0096
O  7.6345  -2.3751  22.4938  0.0085  -0.0021  0.0259
O  4.2507  2.6244  17.1344  0.0065  0.0036  0.0165
O  -18.5806  -23.8254  16.2077  0.0028  0.0082  0.0202
O  7.9102  19.7427  17.1518  0.0074  -0.002  0.0285
O  -8.4817  33.4847  25.4714  -0.0026  0.0008  0.01
O  14.1777  29.9277  20.4573  -0.0011  0.0003  0.0133
O  6.0399  -6.3748  17.1121  0.0009  -0.0096  0.0161
O  -3.1681  -7.944  14.4512  0.0043  -0.0055  0.0246
O  23.8519  7.8855  26.613  0.0047  0.0017  0.0121
O  -0.2049  5.5206  25.1353  -0.0037  0.0077  0.0151
O  25.507  -5.7942  22.6438  -0.0054  0.0048  0.0332
O  9.0791  3.1438  16.676  0.0014  0.0052  0.015
O  15.6195  -6.6177  24.855  0.0091  -0.0011  0.0124
O  -20.8099  -18.0094  13.384  0.009  0.0012  0.0112
O  -11.0785  2.954  24.5498  -0.0041  -0.0032  0.0071
O  -19.3252  2.5916  15.2178  0.0034  -0.0023  0.0123
O  -14.6603  17.5737  28.5177  -0.0003  -0.0013  0.0056
O  -23.851  -10.0848  15.4333  -0.0027  0.0064  0.0108
O  -4.5355  17.8385  16.2081  0.0025  0.0036  0.0174
O  -6.8671  -5.0948  15.8682  0.0109  -0.0013  0.0154
O  -24.4794  28.4947  18.6029  0.005  0.0011  0.0091
H  0.5383  2.201  34.1779  0.4195  -0.3686  -0.196
H  2.1944  0.5701  34.1779  -0.2  0.2453  -0.3476
H  3.2214  4.931  34.1463  0.3509  -0.3819  -0.2163
H  4.8739  3.2964  34.1463  -0.2148  0.1743  -0.383
H  2.17  5.9627  34.1968  -0.3785  0.3284  -0.2142
H  0.524  7.6037  34.1968  0.0875  -0.3422  -0.2702
H  4.9187  8.6801  34.2233  -0.3766  0.2296  -0.1913
H  3.2906  10.3387  34.2233  0.2042  -0.2925  -0.2508
H  5.9914  2.1919  34.305  0.2053  -0.2479  -0.1916
H  7.6448  0.5581  34.305  -0.2465  0.4518  -0.1653
H  10.386  3.2365  34.1655  -0.3212  0.3919  -0.2936
H  8.7511  4.8887  34.1655  0.3467  -0.193  -0.2371
H  6.0029  7.6114  34.1655  0.3489  -0.2594  -0.2241
H  7.6583  5.9797  34.1655  -0.2948  0.2055  -0.3276
H  8.6821  10.4041  34.1523  0.3821  -0.3248  -0.2823
H  10.3043  8.7394  34.1523  -0.2063  0.2197  -0.3157
H  0.8563  1.891  6.016  -0.3378  0.3551  0.2376
H  -0.7913  3.5304  6.016  0.2396  -0.3448  0.3316
H  1.9112  0.8519  6.0048  0.4211  -0.2865  0.2325
H  3.5379  -0.8082  6.0048  -0.1623  0.2726  0.3227
H  0.7742  7.3495  5.9474  -0.1914  0.3059  0.256
H  -0.8485  9.0136  5.9474  0.2459  -0.471  0.2319
H  1.8855  6.2411  5.9982  0.2444  -0.2243  0.3293
H  3.5445  4.6131  5.9982  -0.4388  0.3291  0.1986
H  4.5929  3.5758  5.9996  0.3936  -0.2912  0.3153
H  6.246  1.9418  5.9996  -0.3318  0.1358  0.1952
H  9.0157  -0.8232  6.0557  -0.3379  0.4093  0.2613
H  7.3765  0.8247  6.0557  0.2463  -0.1701  0.3005
H  4.6491  8.9473  5.9863  0.2235  -0.2552  0.2635
H  6.3046  7.3158  5.9863  -0.2967  0.3348  0.237
H  9.039  4.5993  5.9724  -0.3307  0.3361  0.2145
H  7.3942  6.2416  5.9724  0.3072  -0.2392  0.3093

Results
free energy: -113756.116 eV
free energy less fixed offsets of H -15.71, O -570.45, Si -639.56 eV per atom: 2.604 eV

The program warned: the cutoff lies below the one the program advises for these potential files; the forces do not sum to zero within the program's tolerance; empty levels may hold ghost states of the PAW files; the exchange-correlation potential is rough where the density is thin.
